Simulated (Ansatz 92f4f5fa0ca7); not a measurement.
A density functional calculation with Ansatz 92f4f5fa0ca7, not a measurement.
Periodic cell of 221 atoms, Si132O87H1N1, from a study of silicon, its oxide and their interface. The atomic structure is a simulated model.
This geometry differs little from another in the collection (a relaxation step or a small displacement).

Settings
functional: PBE
potential files: Ansatz PAW
basis: plane waves
wave-function cutoff: 700 eV
density cutoff ratio: 5
exchange-correlation grid ratio: 1
k mesh: 2 x 2 x 1, shifted by 0.5 0.5 0.5 of a step
self-consistency stop: 5e-08 eV per atom in the density residual
occupations: fixed
spin: none
net charge: 0

Cell vectors (angstrom)
a  10.938  0  0
b  0  10.938  0
c  0  0  32.1947

Atoms: element, x, y, z (angstrom)
Si  0.1856  -0.1316  24.5344
Si  5.59  -0.3105  24.7941
Si  2.5153  3.0466  24.5199
Si  8.0779  2.9741  25.0905
Si  0.0416  5.1273  24.7073
Si  5.8198  5.1491  24.6887
Si  2.4409  8.5152  24.636
Si  7.989  8.5946  24.8303
Si  1.3991  1.4107  25.8868
Si  6.75  1.3311  26.0732
Si  4.068  4.1601  25.9541
Si  9.6146  4.1332  26.3437
Si  1.2688  6.8478  25.8753
Si  6.8559  6.8579  25.9907
Si  4.0277  9.5074  26.1124
Si  9.586  9.7328  26.0682
Si  2.7152  0.0482  27.3856
Si  8.1795  0.0597  27.4505
Si  0.0661  2.658  27.4502
Si  5.3963  2.7565  27.39
Si  2.6964  5.5368  27.3374
Si  8.1786  5.5536  27.4771
Si  -0.0318  8.2166  27.362
Si  5.455  8.1588  27.4144
Si  4.1018  1.3673  28.7764
Si  9.5708  1.3673  28.7764
Si  1.3673  4.1018  28.7764
Si  6.8362  4.1018  28.7764
Si  4.1018  6.8362  28.7764
Si  9.5708  6.8362  28.7764
Si  1.3673  9.5708  28.7764
Si  6.8362  9.5708  28.7764
Si  0  0  30.1437
Si  5.469  0  30.1437
Si  2.7345  2.7345  30.1437
Si  8.2035  2.7345  30.1437
Si  0  5.469  30.1437
Si  5.469  5.469  30.1437
Si  2.7345  8.2035  30.1437
Si  8.2035  8.2035  30.1437
Si  1.3673  1.3673  31.5109
Si  6.8362  1.3673  31.5109
Si  4.1018  4.1018  31.5109
Si  9.5708  4.1018  31.5109
Si  1.3673  6.8362  31.5109
Si  6.8362  6.8362  31.5109
Si  4.1018  9.5708  31.5109
Si  9.5708  9.5708  31.5109
Si  2.7345  0  0.6835
Si  8.2035  0  0.6835
Si  0  2.7345  0.6835
Si  5.469  2.7345  0.6835
Si  2.7345  5.469  0.6835
Si  8.2035  5.469  0.6835
Si  0  8.2035  0.6835
Si  5.469  8.2035  0.6835
Si  4.1018  1.3673  2.0507
Si  9.5708  1.3673  2.0507
Si  1.3673  4.1018  2.0507
Si  6.8362  4.1018  2.0507
Si  4.1018  6.8362  2.0507
Si  9.5708  6.8362  2.0507
Si  1.3673  9.5708  2.0507
Si  6.8362  9.5708  2.0507
Si  0  0  3.418
Si  5.469  0  3.418
Si  2.7345  2.7345  3.418
Si  8.2035  2.7345  3.418
Si  0  5.469  3.418
Si  5.469  5.469  3.418
Si  2.7345  8.2035  3.418
Si  8.2035  8.2035  3.418
Si  1.3596  1.3916  4.6737
Si  6.865  1.3378  4.8159
Si  4.1111  4.0894  4.8705
Si  9.574  4.0955  4.7885
Si  1.4044  6.8272  4.8412
Si  6.8744  6.7629  4.7649
Si  4.1416  9.502  4.7511
Si  9.5604  9.5705  4.8021
Si  2.6636  -0.0689  5.9184
Si  8.1966  -0.0136  6.2373
Si  0.031  2.7178  6.0794
Si  5.4576  2.5755  6.2332
Si  2.7859  5.5493  6.3296
Si  8.1763  5.3638  6.2104
Si  -0.0372  8.1518  6.1634
Si  5.4698  8.0786  6.1146
Si  3.713  1.3704  7.4144
Si  9.8939  1.1449  7.4304
Si  1.6371  3.8058  7.4272
Si  6.6354  4.1196  7.5601
Si  4.5143  6.5756  7.7186
Si  9.2786  7.038  7.4591
Si  1.1502  9.8129  7.3139
Si  6.9859  9.2477  7.4149
O  1.2531  4.1  24.111
O  6.7806  9.5917  24.2556
O  2.9303  2.8004  7.4067
O  8.1655  8.1891  7.8761
O  5.5613  5.3045  7.9913
O  0.0682  0.0005  7.8999
O  5.3515  5.5308  23.1544
O  10.5181  0.4988  23.0903
O  2.1701  9.4133  8.5625
O  1.2763  3.8278  9.0346
O  9.4732  1.9969  8.761
O  7.6557  9.9598  12.1108
O  3.4521  0.816  8.9765
N  4.3255  7.3381  9.3112
O  7.2251  3.3504  8.9099
O  9.8494  6.5096  8.9151
O  3.3426  2.4553  23.1745
O  4.6649  0.178  23.5214
O  9.1993  2.4949  24.0012
O  9.8255  5.5785  23.5706
O  19.8896  8.1269  23.5738
O  3.2824  7.9791  23.3201
O  6.9864  4.0097  24.4102
O  1.312  9.6428  24.1288
Si  3.8205  6.4131  10.7221
Si  9.1047  4.2797  14.6398
Si  7.4195  8.3515  11.9459
Si  4.2119  1.2741  22.4019
Si  17.1185  3.8275  14.2901
Si  2.7457  -0.4468  20.1595
Si  7.1761  4.1649  19.4903
Si  14.0153  6.652  16.4692
Si  1.9242  4.1502  10.5043
Si  5.6955  16.2141  16.7798
Si  3.7838  9.7622  17.2867
Si  10.2235  4.4497  11.6954
Si  10.9133  6.5284  16.0743
Si  7.9984  1.6189  14.5429
Si  2.8028  10.4177  9.7024
Si  9.1239  6.7831  22.6746
Si  11.1898  -1.1309  11.2174
Si  3.583  -3.2813  13.7237
Si  5.1864  8.7419  9.8742
Si  9.5711  1.7702  22.6109
Si  11.9366  -0.4219  16.6181
Si  8.4048  2.6387  9.8086
Si  -0.422  8.2464  18.4216
Si  11.7555  -2.0266  14.1669
Si  4.6945  3.8182  11.6378
Si  6.0206  6.0846  21.7667
Si  6.4659  7.7291  14.7352
Si  11.5392  6.5212  20.712
Si  11.0986  1.086  18.8655
Si  14.2237  7.6953  21.7054
Si  6.9661  1.3718  20.8137
Si  9.9587  7.2026  10.3952
Si  -0.644  3.6889  20.2144
Si  8.4521  -0.6113  19.15
Si  6.8507  10.2181  16.3961
Si  8.5734  0.3377  11.817
O  13.37  8.7911  13.9508
O  7.7203  -0.7758  17.7386
O  6.0128  8.1928  11.1568
O  1.6186  10.6189  10.8172
O  4.9571  -5.6861  10.8972
O  10.0004  7.2114  17.2604
O  6.2559  4.9503  20.6082
O  6.6379  13.2468  13.9647
O  3.5728  7.1753  12.165
O  2.3733  5.7231  10.3828
O  7.5611  4.7575  14.2758
O  11.4332  -1.5874  17.6487
O  9.8732  4.1902  13.2339
O  0.6168  7.4573  19.3875
O  6.9566  2.5345  19.6395
O  12.4308  6.2257  16.6936
O  17.2216  6.5363  15.8651
O  13.024  6.6018  21.408
O  3.288  0.6442  21.2327
O  0.7387  3.7591  11.5277
O  7.2225  -0.1284  20.151
O  8.1631  1.3953  21.9135
O  -1.6598  8.8976  19.3008
O  2.7844  9.046  20.927
O  12.2349  0.2114  19.6973
O  6.1176  9.572  8.8042
O  8.5411  7.7313  10.9661
O  8.835  0.9981  13.2888
O  7.4425  11.5036  15.6225
O  5.687  2.6104  11.24
O  2.6215  -0.3358  16.5142
O  3.1965  14.2752  11.1477
O  -6.7765  5.6776  17.2461
O  11.114  7.5409  14.7954
O  4.0669  9.7617  10.4791
O  3.4437  8.166  17.0314
O  10.013  5.2328  15.6161
O  10.2923  2.8447  21.6239
O  5.0022  15.1128  13.2154
O  4.8267  7.1708  21.29
O  11.0276  2.6896  19.1475
O  8.945  2.7628  15.2688
O  3.7081  -0.7111  18.8584
O  5.5943  1.6954  21.6396
O  5.2463  10.2122  16.7191
O  7.9046  1.3929  10.7559
O  9.602  0.5426  19.2489
O  17.6075  4.8123  18.0452
O  7.5918  6.5358  22.0955
O  -5.9103  -2.668  14.1624
O  7.3622  -3.4238  13.3618
O  11.3847  -0.7518  15.1261
O  10.2564  7.0973  21.555
O  9.0973  3.8043  10.7107
O  8.8143  -6.6433  19.749
O  0.429  11.9041  17.2494
O  16.5036  3.9789  15.7949
O  11.107  -1.7214  12.728
O  11.2902  4.9549  20.3772
O  0.0386  8.4819  10.2693
O  10.4418  6.0408  11.4159
O  9.9747  -0.0679  11.0952
O  14.2299  6.4836  14.8382
O  7.2284  8.9174  15.5167
H  5.4246  2.0524  10.4976

Results
free energy: -133809.994 eV
free energy less fixed offsets of H -17.10, N -388.26, O -569.03, Si -635.61 eV per atom: 1.496 eV

Forces (eV/angstrom), in the order of the atoms: element, x, y, z
Si  -0.0147  -0.0172  -0.0424
Si  -0.0052  -0.021  -0.0181
Si  0.0137  0.0129  -0.0281
Si  0.0257  0.0251  -0.0183
Si  -0.0367  -0.0317  -0.0193
Si  0.0036  -0.0249  -0.0257
Si  0.0182  0.034  -0.0296
Si  0.0132  0.0181  -0.02
Si  -0.0082  0.0105  0.0276
Si  0.0124  -0.0059  0.0001
Si  -0.0043  -0.021  -0.011
Si  0.0184  0.0347  -0.0231
Si  0.0108  -0.009  0.0297
Si  -0.0101  0.0083  0.0068
Si  0.0012  0.0079  -0.0223
Si  0.0128  0.0049  -0.0172
Si  -0.0263  -0.0013  -0.0026
Si  -0.0024  -0.0197  -0.0056
Si  0.0326  0.0014  -0.0086
Si  -0.0012  0.0102  -0.0095
Si  -0.0019  -0.0099  -0.0008
Si  -0.0309  0.005  -0.0151
Si  0.0201  -0.0021  -0.0049
Si  0.0076  0.008  -0.0051
Si  -0.2153  0.127  0.0694
Si  0.1005  0.0256  0.4529
Si  0.3508  0.067  -0.1977
Si  -0.2771  0.028  -0.1499
Si  -0.2106  -0.2003  0.0362
Si  0.1058  0.5803  0.3552
Si  -0.1006  0.0516  -0.3748
Si  -0.0254  -0.1621  -0.097
Si  -0.1369  -0.1126  0.0274
Si  -0.0106  -0.0148  -0.0572
Si  0.1201  0.0849  0.0314
Si  0.1205  0.0403  -0.0308
Si  -0.018  -0.0064  -0.0655
Si  -0.0965  -0.132  0.0195
Si  0.0516  0.029  -0.0529
Si  0.122  0.0419  0.0507
Si  -0.0208  0.043  -0.0239
Si  -0.0222  -0.0201  -0.0128
Si  -0.0152  -0.0408  0.0315
Si  -0.0484  0.0312  0.0061
Si  0.0136  0.008  -0.0133
Si  -0.0023  0.043  -0.0161
Si  -0.0153  -0.0025  0.005
Si  -0.0284  0.0322  0.0345
Si  -0.0004  -0.0014  0.01
Si  0.0501  0.0072  -0.0057
Si  -0.0114  -0.02  0.0032
Si  0.0545  -0.0071  -0.0096
Si  0.0121  -0.0045  -0.0113
Si  0.0233  -0.0471  0.0141
Si  -0.0192  -0.02  -0.0132
Si  0.0175  -0.0075  0.0093
Si  0.0162  0.0759  0.044
Si  -0.057  -0.0537  -0.0174
Si  0.0664  0.0251  -0.0112
Si  -0.0901  -0.0489  0.0157
Si  -0.0976  -0.0422  0.0095
Si  0.0465  0.1005  0.0355
Si  -0.0436  -0.0387  0.0203
Si  -0.0411  0.0142  -0.008
Si  -0.348  -0.146  -0.3015
Si  0.2675  -0.1115  0.1102
Si  0.3683  0.564  -0.2099
Si  -0.0197  -0.0794  0.1316
Si  0.2143  0.0511  0.3071
Si  -0.1429  -0.4371  0.0756
Si  -0.0864  -0.2547  -0.085
Si  0.0539  -0.0458  0.0574
Si  -0.0117  0.0058  0.0058
Si  -0.0101  -0.0012  -0.0263
Si  0.0039  0.009  -0.0016
Si  -0.0179  0.0132  0.0002
Si  0.0101  -0.0182  -0.0148
Si  0.0008  -0.0125  0.0143
Si  -0.0018  -0.0227  0.0196
Si  0.0008  -0.0096  -0.0041
Si  0.0561  0.0292  0.0302
Si  -0.0112  0.0016  0.0056
Si  -0.0016  0.0166  0.0163
Si  0.051  0.015  0.0056
Si  0.0127  0.0298  -0.0282
Si  0.0172  0.0122  0.0041
Si  0.0365  0.0374  0.0118
Si  -0.0295  0.0051  -0.021
Si  -0.1095  0.0173  0.0177
Si  0.038  0.0094  0.0363
Si  0.0438  -0.0677  0.1071
Si  -0.0037  0.0077  0.0128
Si  0.043  -0.0045  0.0357
Si  -0.0152  0.0139  0.0246
Si  -0.004  0.0148  0.0118
Si  0.0132  -0.0261  0.0346
O  0.0017  -0.0002  -0.0184
O  -0.0091  0.0073  -0.0405
O  -0.0626  0.0003  0.0767
O  -0.0026  -0.0034  0.0353
O  -0.027  -0.0078  0.0264
O  -0.0091  -0.0086  0.0266
O  0.0209  0.001  0.0005
O  0.0191  -0.0059  0.0132
O  -0.0103  0.0267  0.0086
O  0.0741  0.015  -0.04
O  -0.0162  -0.0193  -0.0009
O  0.0161  -0.0097  -0.0112
O  0.0141  -0.0045  -0.0254
N  -0.0035  -0.0141  -0.0129
O  0.0069  0.0152  -0.0073
O  -0.0113  0.0239  0.0072
O  -0.0161  -0.0117  0.0062
O  0.017  0.0216  -0.012
O  -0.0291  -0.0294  -0.0428
O  0.0305  0.0151  0.0027
O  -0.0254  -0.0249  -0.0112
O  -0.0315  0.0035  -0.0122
O  0.0049  -0.0022  -0.0406
O  -0.0041  -0.0058  -0.0294
Si  -0.0028  -0.0085  -0.0012
Si  -0.0019  -0.002  0.0052
Si  -0.0006  -0.0015  0.0011
Si  0.0103  -0.0041  0.008
Si  -0.0025  -0.006  -0.0019
Si  0.0009  0.0038  0.004
Si  -0.0025  -0.0003  -0.0011
Si  -0.0022  -0.0082  0.0049
Si  -0.024  -0.0251  -0.0355
Si  -0.0009  -0.0052  -0.0001
Si  0.003  -0.0002  -0.0028
Si  -0.0012  -0.0033  -0.0016
Si  -0.007  -0.006  0.0017
Si  0.0003  0.0025  0.002
Si  0.0035  0.0067  -0.0006
Si  -0.0062  0.0096  0.0203
Si  -0.0038  0.0004  -0.0074
Si  -0.0004  0.0008  0.0018
Si  0.0016  0.013  0.0011
Si  -0.0136  0.0195  0.0294
Si  -0.0028  0.0043  -0.0051
Si  0.0032  -0.006  -0.0019
Si  -0.0042  -0.0057  0.0028
Si  -0.0054  -0.0004  -0.0002
Si  0.0066  -0.0157  -0.0091
Si  0.0015  -0.0029  0.0112
Si  0.0047  0  0.0022
Si  -0.0034  0.0016  0.0032
Si  0.0005  0.0049  -0.001
Si  -0.0004  -0.0032  0.0072
Si  0.0004  -0.0005  0.0099
Si  0.0034  0.001  -0.0116
Si  0.0021  -0.0016  0.0088
Si  -0.004  -0.0051  -0.0016
Si  0.0074  0.0038  -0.0007
Si  -0.003  0.0039  -0.0011
O  -0.0079  -0.0191  0.002
O  -0.0084  -0.0049  -0.002
O  0.0081  0.0059  -0.0054
O  0.0019  -0.0241  -0.0119
O  -0.0329  0.0057  0.0023
O  0.0313  0.0084  0.0013
O  0.0071  -0.0005  -0.0114
O  0.0226  0.0277  0.0161
O  0.0008  -0.0016  0.0101
O  0.0204  -0.0255  0.01
O  -0.0046  -0.0326  0.0098
O  -0.0029  0.0082  -0.0166
O  -0.0127  0.0075  0.0008
O  -0.0106  -0.0057  -0.0056
O  -0.0009  0.0047  0.0055
O  -0.0099  0.0205  -0.0153
O  -0.0197  -0.0148  -0.0059
O  0.0049  0.0249  -0.0072
O  0.0086  -0.0075  0.0037
O  0.0077  0.0169  -0.0348
O  0.0064  0.0129  -0.0166
O  0.0098  0.0098  -0.0129
O  0.0255  0.0006  -0.0174
O  0.0025  -0.0116  0.0068
O  -0.0033  0.0047  -0.0199
O  0.0135  -0.0107  0.0077
O  0.007  0.0035  0.0019
O  -0.022  0.0035  -0.0062
O  0.0038  -0.0061  -0.0072
O  0.0227  0.1187  0.0613
O  -0.0081  -0.0232  0.0118
O  0.0007  0.0265  -0.0066
O  0.0115  0.0107  -0.032
O  0.0117  0.0045  0.0149
O  -0.0027  -0.0132  -0.0261
O  -0.0037  0.0086  -0.01
O  0.0011  0.0071  -0.0129
O  -0.0113  -0.0068  -0.0099
O  0.0166  -0.013  -0.0007
O  -0.0148  -0.0077  0.0027
O  -0.0052  -0.0026  0.0084
O  -0.025  0.0063  -0.0339
O  -0.0178  0.0054  -0.0112
O  -0.0026  -0.0082  -0.0041
O  0.0052  -0.0113  -0.003
O  0.0128  0.0128  0.0105
O  0.005  -0.0157  -0.0127
O  -0.0072  -0.0052  -0.0013
O  -0.0046  0.0072  -0.0161
O  -0.0014  -0.0157  -0.0016
O  -0.0031  0.0196  -0.0221
O  0.0161  -0.0219  0.0122
O  0.0052  -0.0231  -0.0049
O  0.0087  -0.0148  0.0079
O  0.0082  -0.0049  0.0002
O  0.0025  -0.0265  0.0206
O  0.018  0.0254  -0.0091
O  0.0091  0.002  0.0027
O  -0.0164  0.0115  -0.004
O  -0.0246  -0.0018  0.022
O  -0.0055  -0.0117  -0.0098
O  -0.0025  -0.0157  0.0149
O  0.0046  0.0184  0.014
O  -0.0224  0.0057  0
H  -0.0617  -0.0994  -0.0485

The program warned: the cutoff lies below the one the program advises for these potential files; the forces do not sum to zero within the program's tolerance; the exchange-correlation potential is rough where the density is thin.
